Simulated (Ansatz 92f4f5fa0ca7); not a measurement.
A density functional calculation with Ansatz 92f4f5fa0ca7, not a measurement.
Periodic cell of 221 atoms, Si132O87H1N1, from a study of silicon, its oxide and their interface. The atomic structure is a simulated model.
Doubt: the cutoff is far below the 930 eV that the study's wrapper takes by default for these files, so forces and energies are approximate.
This geometry differs little from another in the collection (a relaxation step or a small displacement).

Settings: functional PBE; potential files Ansatz PAW; basis plane waves; wave-function cutoff 580 eV; density cutoff ratio 5; exchange-correlation grid ratio 1; k mesh 1 x 1 x 1, Gamma-centred; self-consistency stop 5e-08 eV per atom in the density residual; occupations fixed; spin none; net charge 0.

Cell vectors (angstrom)
a 10.938 0 0
b 0 10.938 0
c 0 0 32.7925

Atoms: element, x, y, z (angstrom)
Si -0.2292 0.3503 25.2761
Si 5.7779 -0.1458 25.3228
Si 2.5402 3.0916 25.3353
Si 8.483 2.6054 25.2248
Si 0.3057 5.3143 25.3176
Si 5.2129 5.8018 25.4093
Si 3.0079 8.0406 25.3476
Si 7.9938 8.5552 25.353
Si 1.3726 1.4613 26.6044
Si 6.9105 1.4495 26.6159
Si 4.09 4.1962 26.7076
Si 9.6221 4.152 26.5997
Si 1.4129 6.8926 26.664
Si 6.8505 6.934 26.6506
Si 4.1591 9.6394 26.6291
Si 9.5859 9.6919 26.6432
Si 2.7186 0.0306 27.9676
Si 8.193 0.0447 28.0334
Si -0.0117 2.7598 28.0168
Si 5.4681 2.753 27.9875
Si 2.7079 5.5053 28.0665
Si 8.2011 5.4868 27.9705
Si -0.0176 8.2392 27.9846
Si 5.4576 8.2375 28.0362
Si 4.1018 1.3673 29.3743
Si 9.5708 1.3673 29.3743
Si 1.3673 4.1018 29.3743
Si 6.8362 4.1018 29.3743
Si 4.1018 6.8362 29.3743
Si 9.5708 6.8362 29.3743
Si 1.3673 9.5708 29.3743
Si 6.8362 9.5708 29.3743
Si 0 0 30.7415
Si 5.469 0 30.7415
Si 2.7345 2.7345 30.7415
Si 8.2035 2.7345 30.7415
Si 0 5.469 30.7415
Si 5.469 5.469 30.7415
Si 2.7345 8.2035 30.7415
Si 8.2035 8.2035 30.7415
Si 1.3673 1.3673 32.1088
Si 6.8362 1.3673 32.1088
Si 4.1018 4.1018 32.1088
Si 9.5708 4.1018 32.1088
Si 1.3673 6.8362 32.1088
Si 6.8362 6.8362 32.1088
Si 4.1018 9.5708 32.1088
Si 9.5708 9.5708 32.1088
Si 2.7345 0 0.6835
Si 8.2035 0 0.6835
Si 0 2.7345 0.6835
Si 5.469 2.7345 0.6835
Si 2.7345 5.469 0.6835
Si 8.2035 5.469 0.6835
Si 0 8.2035 0.6835
Si 5.469 8.2035 0.6835
Si 4.1018 1.3673 2.0507
Si 9.5708 1.3673 2.0507
Si 1.3673 4.1018 2.0507
Si 6.8362 4.1018 2.0507
Si 4.1018 6.8362 2.0507
Si 9.5708 6.8362 2.0507
Si 1.3673 9.5708 2.0507
Si 6.8362 9.5708 2.0507
Si 0 0 3.418
Si 5.469 0 3.418
Si 2.7345 2.7345 3.418
Si 8.2035 2.7345 3.418
Si 0 5.469 3.418
Si 5.469 5.469 3.418
Si 2.7345 8.2035 3.418
Si 8.2035 8.2035 3.418
Si 1.3013 1.4607 4.7327
Si 6.8166 1.3492 4.84
Si 4.147 3.9917 4.8608
Si 9.5675 4.0737 4.8451
Si 1.4147 6.7473 4.7965
Si 6.8333 6.8169 4.7765
Si 4.1098 9.5797 4.7811
Si 9.6227 9.4879 4.6477
Si 2.66 0.0651 5.9812
Si 8.2659 -0.1364 5.9591
Si -0.062 2.6597 6.2798
Si 5.3637 2.4914 6.4118
Si 2.739 5.3404 6.2269
Si 8.0633 5.3229 6.1787
Si -0.1222 8.0272 6.0225
Si 5.4741 8.1961 6.1537
Si 3.6326 1.2687 7.8029
Si 9.7702 0.8618 7.4344
Si 1.5903 3.725 7.6008
Si 6.5021 4.1737 7.6242
Si 4.3926 6.5501 7.4251
Si 9.2344 6.9251 7.3996
Si 1.065 9.728 7.0206
Si 7.1792 9.2988 7.3722
O 1.4112 4.1879 24.8047
O 6.8582 9.6397 24.8141
O 2.6426 2.5605 8.1515
O 8.2076 8.1144 7.9261
O 5.4657 5.4165 7.9034
O 0.0451 -0.2027 7.872
O 4.0997 6.898 24.8517
O 9.574 1.4456 24.7412
O 2.2681 9.0033 7.879
O 0.9314 4.3979 8.9604
O 8.867 1.1408 8.7976
O 6.8051 10.2432 8.6842
O 3.8449 0.3945 9.248
O 3.9764 7.251 8.8738
O 6.924 3.7029 9.1483
O 9.8913 6.1608 8.6961
O 3.2927 2.4833 24.0071
O 5.1772 0.5878 23.9801
O 7.8652 3.3369 23.8675
O 10.6066 6.025 23.9782
O 8.7168 7.9165 24.0252
O 2.3551 8.7133 23.9993
O 5.8558 5.0851 24.0923
O 0.482 10.6307 23.9434
Si 3.5814 10.4594 10.637
Si 0.9519 3.2059 12.6251
Si -2.416 -1.8891 11.7373
Si 4.4708 1.7827 23.1234
Si -6.1535 -7.5853 17.2463
Si 3.3488 -11.0455 15.883
Si 1.207 9.4353 23.0957
Si 15.7558 8.4493 17.416
Si -1.9148 3.1581 12.6082
Si -1.2546 4.2842 19.145
Si 2.4447 0.5313 21.1157
Si 4.9847 12.9165 14.6237
Si 10.7526 18.0726 12.0305
Si 2.5821 0.9222 13.209
Si 7.7304 11.2216 9.6332
Si 0.2761 5.9798 17.1077
Si 5.4753 -2.2609 12.3768
Si 2.5884 -2.8902 9.1338
Si 3.8852 3.4168 12.2314
Si 7.9594 6.0699 20.9566
Si 7.2811 -2.4052 19.2067
Si 10.3576 5.2017 14.2372
Si 2.4259 1.3911 18.2707
Si 9.7795 -2.2218 17.3954
Si 6.5913 2.9494 10.5669
Si -3.0829 1.3899 14.6224
Si 0.1382 1.9812 20.1128
Si 8.9582 -0.0341 19.1641
Si 6.6111 4.0646 23.0872
Si 9.9053 7.2373 23.1424
Si 7.7445 2.3544 17.5653
Si 11.251 5.7965 9.5178
Si 6.4125 7.8277 14.8584
Si 4.5535 -4.7266 13.6849
Si 3.4163 6.0592 16.6898
Si 8.8102 -1.4973 14.7055
O 5.8959 7.8495 16.3713
O 5.7505 -2.0468 18.6881
O 7.9963 2.2838 15.964
O -1.7361 -1.3572 13.1369
O 7.0084 -2.5339 11.8314
O 14.6625 7.2922 17.7211
O 1.2212 1.6211 21.2799
N 3.8639 13.0217 13.3464
O -2.0086 1.7582 13.4592
O 0.054 5.7691 11.1194
O 6.2458 2.9538 17.8875
O 8.5506 5.2899 19.6795
O -3.0053 -0.1694 15.0625
O -0.6148 5.4615 15.8377
O -0.0487 7.5329 17.5076
O -0.4738 3.0955 11.8044
O 7.1224 -3.6106 20.3149
O 10.8716 5.0789 18.4034
O 3.79 1.0921 21.8277
O -8.6271 3.5184 11.7146
O 7.9593 0.8786 18.2372
O 10.3851 14.3734 20.3582
O 3.6723 6.3777 15.0747
O 0.9698 2.0342 18.6807
O 1.8362 -5.2068 16.7737
O 6.7116 12.2744 10.3356
O 7.7514 14.35 11.6207
O 9.5478 -3.0364 11.2152
O 12.0632 18.9681 12.3251
O 0.768 4.3558 13.788
O -0.6287 -4.2822 13.5157
O 2.7154 9.0806 10.378
O 1.3772 7.0113 9.3092
O 5.0438 14.1795 11.065
O 4.7121 0.7456 15.6485
O 2.8017 0.3748 19.5181
O 4.257 4.788 13.0082
O 9.2186 6.6257 21.8184
O 5.6759 9.0346 13.9782
O -1.0797 0.8831 20.1584
O 7.0843 4.9891 21.8269
O -2.9404 -2.896 14.8523
O 1.9397 -0.881 21.775
O -0.8664 -0.9055 18.3225
O 2.2434 0.6091 16.8493
O 2.6858 -0.2374 14.3758
O 5.5678 2.8901 22.6222
O 8.9289 -7.637 18.1107
O 3.6291 2.4756 18.0162
O -0.9952 -1.6659 15.8521
O 2.647 0.3326 11.6839
O 1.1776 1.7389 13.3359
O -7.0575 -1.3813 16.6989
O 6.429 12.7021 13.9297
O 4.902 -7.6744 15.611
O 0.0825 8.3325 22.6755
O 7.9554 -1.0879 19.9356
O 4.448 -3.5683 12.4709
O -2.6363 -2.7716 17.939
O 4.905 9.9017 11.4441
O 9.0518 4.364 13.7172
O 8.5087 -0.6143 10.7319
O 4.3442 -6.0308 17.386
O 6.1118 -4.5716 14.1838
H 12.5619 19.4314 11.6247

Results
free energy: -133795.266 eV
free energy less fixed offsets of H -15.97, N -385.13, O -568.88, Si -635.61 eV per atom: -1.086 eV

Forces (eV/angstrom), in the order of the atoms: element, x, y, z
Si 0.0265 -0.0229 0.0096
Si -0.0374 0.0341 0.0358
Si 0.0198 -0.023 0.0058
Si -0.0324 0.0388 0.0277
Si -0.0373 0.0383 0.0438
Si 0.02 -0.0105 -0.0244
Si -0.0295 0.0366 0.0389
Si 0.0216 -0.0269 0.0083
Si 0.0098 -0.0136 0.009
Si -0.0093 0.0033 -0.0014
Si 0.0096 -0.0148 0.01
Si -0.0048 0.0076 -0.0006
Si -0.0057 0.0018 -0.0019
Si 0.0125 -0.0102 0.0086
Si -0.0055 0.0033 -0.0018
Si 0.0119 -0.0146 0.0106
Si -0.0052 0.0015 0.0065
Si -0.0007 0.0013 0.0173
Si -0.0026 0.0027 0.0086
Si -0.0044 0.0037 0.0065
Si 0.0004 0.0061 0.019
Si -0.0029 -0.0009 0.0086
Si -0.0055 0.0046 0.0052
Si -0.0089 -0.001 0.012
Si -0.0257 0.0195 -0.2252
Si 0.0581 0.157 0.2357
Si -0.1583 0.0217 0.2947
Si 0.0618 0.0917 -0.1947
Si 0.0369 0.1876 0.3326
Si -0.0291 0.0544 -0.2249
Si 0.0304 0.1246 -0.2174
Si 0.0211 0.1874 0.2064
Si 0.0331 0.0364 -0.0237
Si 0.0648 -0.0432 -0.001
Si 0.013 0.0416 -0.0122
Si 0.0924 0.0042 -0.003
Si 0.0613 -0.0344 0.0089
Si 0.0237 0.0472 -0.0212
Si 0.0691 0.0041 -0.0093
Si 0.0142 0.0323 -0.0213
Si -0.0253 -0.048 -0.0091
Si -0.0428 0.0141 -0.0211
Si 0.0003 0.0065 -0.0065
Si -0.0782 0.0347 -0.0155
Si 0.0033 0.0444 -0.032
Si -0.0012 -0.0026 -0.0069
Si -0.0667 0.0236 -0.0247
Si 0.0098 -0.0032 -0.0137
Si 0.0742 -0.0592 0.0075
Si -0.0012 -0.009 0.0015
Si 0.0504 0.0193 0.0254
Si 0.0067 -0.0033 0.0461
Si -0.0783 0.0426 -0.0132
Si 0.0801 -0.04 0.0061
Si 0.0225 -0.0367 0.035
Si 0.0329 0.0159 0.02
Si -0.092 -0.056 0.035
Si -0.0896 -0.1314 0.0014
Si 0.0673 0.0305 -0.0292
Si -0.014 0.0667 0.0311
Si -0.1104 -0.0885 0.0243
Si -0.1513 -0.008 -0.0017
Si -0.0058 0.1091 -0.006
Si -0.0343 -0.0476 0.0028
Si 0.3139 0.1253 -0.523
Si 0.1212 0.0509 0.0288
Si 0.0619 0.3859 -0.2065
Si -0.1249 -0.0253 0.41
Si 0.0009 -0.3403 0.1829
Si -0.1114 -0.3705 0.2316
Si 0.05 -0.1463 0.2061
Si -0.2776 -0.4756 -0.6944
Si -0.0006 0.0076 -0.0061
Si -0.0035 -0.0063 -0.0112
Si -0.0079 -0.0002 0.0054
Si 0.0024 0.0002 -0.0088
Si 0.0112 0.0004 -0.0019
Si -0.004 -0.0004 -0.0011
Si -0.0088 -0.011 -0.0039
Si 0.0028 -0.011 -0.0032
Si 0.0145 -0.0151 -0.0038
Si -0.0039 0.0068 -0.0039
Si -0.0022 0.0203 0.0023
Si 0.026 -0.004 -0.0102
Si -0.0061 0.0084 -0.0076
Si 0.0174 0 -0.0125
Si 0.0039 -0.0013 0.0017
Si -0.0071 0.0132 0.0025
Si -0.0128 -0.0231 0.0104
Si -0.0236 0.0324 0.0023
Si -0.032 0.0398 -0.0228
Si 0.0135 -0.0204 0.0108
Si -0.024 0.0215 -0.0106
Si 0.0204 -0.0255 -0.0055
Si 0.0369 -0.0346 -0.0233
Si -0.0244 0.003 -0.0012
O 0.0144 -0.0175 -0.0385
O 0.0115 -0.0096 -0.0357
O 0.0194 -0.0065 0.0313
O 0.0019 0.0098 0.0253
O -0.0067 0.003 0.0269
O -0.0009 -0.0062 0.0441
O 0.0233 -0.0256 -0.0323
O 0.0127 -0.0122 -0.0342
O 0.0245 -0.1048 0.1157
O -0.0219 0.0855 0.0308
O -0.0098 -0.0057 0.0082
O 0.0029 0.0043 -0.0001
O 0.0035 -0.0134 0.0167
O -0.1422 0.0381 0.0312
O -0.0044 -0.0086 0.026
O 0.1179 -0.034 0.0676
O -0.0035 0.0055 0.0002
O 0.0019 0.0023 -0.0151
O -0.0054 0.0051 -0.0127
O 0.0016 -0.0011 -0.0157
O -0.002 0.0063 0
O -0.0009 -0.0003 -0.0161
O -0.005 -0.0024 0.0125
O -0.0046 0.0026 -0.0044
Si 0.0138 0.0102 -0.0153
Si 0.0002 0.0029 -0.0069
Si -0.0058 0.0201 -0.0047
Si 0.0144 0.0086 0.0159
Si -0.0006 0.0159 0.0053
Si -0.0038 -0.0112 0.0137
Si -0.0057 -0.0069 0.0168
Si -0.009 -0.0076 -0.0009
Si -0.0092 -0.0059 -0.0078
Si -0.001 0.0093 -0.0243
Si 0.0096 -0.0145 0.0066
Si 0.0064 0.0047 0.0027
Si -0.0014 -0.0058 -0.0038
Si 0.0092 -0.0024 -0.0002
Si -0.0041 0.0107 -0.0194
Si 0.0159 0.0036 -0.0008
Si -0.0001 0.0033 0.0007
Si -0.0698 -0.1426 -0.096
Si 0.0131 -0.0123 -0.0036
Si 0.001 -0.0052 0.0087
Si -0.0039 0.0001 -0.0172
Si -0.0001 0.0003 0.0096
Si 0.0062 0.0053 -0.013
Si 0.005 -0.0057 -0.0029
Si 0.0081 -0.0022 -0.0308
Si -0.003 -0.0022 0.0008
Si -0.0038 -0.0071 -0.0143
Si -0.0024 -0.0108 -0.0136
Si 0.0002 0.0031 0.0034
Si 0.0062 0.0084 0.0123
Si -0.0073 0.0021 -0.0029
Si 0.0848 0.1017 -0.0872
Si -0.0095 -0.0015 0.0039
Si 0.0029 0.0061 0.0102
Si -0.0018 -0.0028 0.0116
Si 0.0067 -0.0023 0.0085
O 0.0017 0.003 -0.0033
O 0.0057 -0.0028 0.009
O 0.0035 0.0004 0.0026
O 0.003 -0.0044 -0.0014
O 0.005 -0.0001 0.0008
O 0.0031 -0.0007 -0.0011
O -0.0028 0.0069 0.0064
N -0.0121 0.0055 -0.0191
O 0.0026 0.0002 0.0002
O 0.0203 0.0146 -0.0446
O 0.0074 -0.0048 0.0035
O 0.0109 -0.0077 0.0081
O 0.0021 0.0008 -0.0004
O -0.0015 -0.0015 -0.0042
O 0.0004 -0.0039 0.0023
O 0.0017 0.0045 0.0004
O 0.0006 0 0.0116
O -0.0105 -0.0041 0.007
O -0.0144 -0.0099 -0.0126
O -0.0003 -0.0033 0.0022
O 0.0051 0.0013 0.0054
O 0.0037 -0.0015 0.0122
O 0.0016 -0.0031 -0.0052
O -0.0009 0.0007 0.0142
O -0.0045 0.0012 0.0008
O 0.0023 0.0018 0.0101
O 0.0068 -0.0008 0.008
O -0.0025 -0.0035 0.0072
O 0.0085 0.0072 -0.0165
O -0.005 0.0016 0.0018
O 0.0018 0.0016 -0.001
O -0.011 -0.017 0.0064
O -0.0193 0.0541 -0.0298
O -0.0052 0.0023 0.015
O 0.0031 0.0005 -0.0011
O -0.0005 0.0009 0.0058
O 0.0012 0.002 -0.0001
O -0.0214 -0.0133 -0.0199
O 0.0037 0.0001 -0.0028
O 0.0042 0.0052 0.0082
O 0.0022 0.0088 0.0085
O -0.0009 -0.0008 -0.0034
O 0.012 0.0173 -0.0139
O 0.0008 0.0043 0.008
O 0.0004 0.001 0.0033
O -0.0016 -0.0006 -0.0041
O -0.0006 0.0052 0.0024
O 0.0058 0.0063 0.0139
O -0.0034 -0.0074 0.0056
O -0.0002 0.0026 -0.0023
O 0.0014 0.0039 0.0052
O -0.0032 -0.0015 0.0027
O 0.0063 -0.0015 0.0006
O 0.0015 0.0035 -0.0023
O 0.0003 -0.0041 -0.0065
O -0.0007 0.0018 0.0006
O 0.0028 0.0029 0.0128
O -0.0028 -0.0048 -0.0038
O -0.0014 0.002 0.005
O -0.0046 -0.0013 -0.0008
O 0.007 0.0055 0.0013
O 0.0083 -0.021 0.0228
O -0.0033 0.0007 -0.0014
O 0.003 -0.002 -0.0062
H 0.006 0.0027 0.0058

The program warned: the cutoff lies below the one the program advises for these potential files; the forces do not sum to zero within the program's tolerance; the exchange-correlation potential is rough where the density is thin.
